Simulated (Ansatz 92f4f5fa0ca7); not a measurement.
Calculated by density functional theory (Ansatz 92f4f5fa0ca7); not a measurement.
Periodic cell of 351 atoms, Si241O110, from a study of silicon, its oxide and their interface. The atomic structure is a simulated model.
Doubt: the cutoff is far below the 930 eV that the study's wrapper takes by default for these files, so forces and energies are approximate.
This geometry differs little from another in the collection (a relaxation step or a small displacement).

Settings
functional: PBE
potential files: Ansatz PAW
basis: plane waves
wave-function cutoff: 580 eV
density cutoff ratio: 5
exchange-correlation grid ratio: 1
k mesh: 1 x 1 x 1, Gamma-centred
self-consistency stop: 5e-08 eV per atom in the density residual
occupations: fixed
spin: none
net charge: 0

Cell vectors (angstrom)
a	11.6015	0	0
b	0	13.3963	0
c	0	0	40.5055

Atoms and the computed forces on them: element, x, y, z (angstrom), force x, y, z (eV/angstrom)
Si	0	2.2327	1.1851	-0.0051	-0.0005	0.0138
Si	3.8672	2.2327	1.1851	-0.0149	0.0111	0.0116
Si	7.7343	2.2327	1.1851	0.0132	0.0195	0.0279
Si	1.9336	5.5818	1.1851	0.0376	-0.0178	0.0064
Si	5.8008	5.5818	1.1851	-0.0423	-0.0012	-0.008
Si	9.6679	5.5818	1.1851	0.0036	-0.0379	-0.0011
Si	0	8.9308	1.1851	0.0255	-0.0244	-0.0155
Si	3.8672	8.9308	1.1851	-0.0005	0.0128	-0.0026
Si	7.7343	8.9308	1.1851	0	-0.0277	-0.0254
Si	1.9336	12.2799	1.1851	0.0037	0.0168	-0.0158
Si	5.8008	12.2799	1.1851	0.005	-0.0039	0.0605
Si	9.6679	12.2799	1.1851	-0.0455	0.002	0.0072
Si	1.9336	1.1164	1.9745	-0.0216	-0.0679	-0.0064
Si	5.8008	1.1164	1.9745	0.0046	-0.0232	-0.0249
Si	9.6679	1.1164	1.9745	0.0098	-0.0376	0.0004
Si	0	4.4654	1.9745	-0.0571	0.0469	-0.0157
Si	3.8672	4.4654	1.9745	0.0012	0.0036	0.0182
Si	7.7343	4.4654	1.9745	0.0247	0.0273	-0.0146
Si	1.9336	7.8145	1.9745	-0.0526	0.0754	0.0026
Si	5.8008	7.8145	1.9745	0.0419	0.0046	-0.0057
Si	9.6679	7.8145	1.9745	-0.0518	0.1019	-0.0166
Si	0	11.1635	1.9745	0.0633	-0.0349	-0.0278
Si	3.8672	11.1635	1.9745	-0.0644	-0.0207	-0.0058
Si	7.7343	11.1635	1.9745	0.1484	0.0245	-0.0082
Si	1.9336	1.1164	4.3426	-0.0652	-0.1816	-0.0946
Si	5.8008	1.1164	4.3426	0.0125	-0.0645	0.1716
Si	9.6679	1.1164	4.3426	0.0162	-0.0771	0.1669
Si	0	4.4654	4.3426	-0.1738	0.0988	-0.2113
Si	3.8672	4.4654	4.3426	-0.0007	-0.0278	-0.2489
Si	7.7343	4.4654	4.3426	0.0532	0.0927	-0.0708
Si	1.9336	7.8145	4.3426	-0.1059	0.2454	-0.0476
Si	5.8008	7.8145	4.3426	0.1273	0.0217	-0.2976
Si	9.6679	7.8145	4.3426	-0.0769	0.2103	-0.0575
Si	0	11.1635	4.3426	0.2267	-0.0508	0.302
Si	3.8672	11.1635	4.3426	-0.1636	0.0299	-0.0764
Si	7.7343	11.1635	4.3426	0.3468	0.1174	0.22
Si	0	0	36.165	-0.3448	-0.0159	-0.0011
Si	3.8672	0	36.165	0.2476	-0.0516	0.038
Si	7.7343	0	36.165	0.137	0.2591	-0.1379
Si	1.9336	3.3491	36.165	-0.1354	0.0678	0.2709
Si	5.8008	3.3491	36.165	-0.0077	-0.072	0.0948
Si	9.6679	3.3491	36.165	0.0884	-0.2101	-0.2981
Si	0	6.6981	36.165	0.4229	-0.1893	0.141
Si	3.8672	6.6981	36.165	-0.1288	0.4346	-0.2221
Si	7.7343	6.6981	36.165	-0.4244	0.0181	0.2055
Si	1.9336	10.0472	36.165	0.0315	-0.1286	-0.3073
Si	5.8008	10.0472	36.165	-0.0535	-0.3354	-0.0949
Si	9.6679	10.0472	36.165	0.1329	-0.0847	0.2304
Si	0	0	38.5331	-0.1451	0.0053	0.003
Si	3.8672	0	38.5331	0.0779	-0.0075	0.0138
Si	7.7343	0	38.5331	0.0636	0.1093	0.0317
Si	1.9336	3.3491	38.5331	-0.0542	0.0187	0.0077
Si	5.8008	3.3491	38.5331	-0.0119	-0.0202	0.0092
Si	9.6679	3.3491	38.5331	0.0394	-0.0731	0.0284
Si	0	6.6981	38.5331	0.1557	-0.0765	-0.011
Si	3.8672	6.6981	38.5331	-0.0405	0.1741	0.0278
Si	7.7343	6.6981	38.5331	-0.1622	0.0117	0.0001
Si	1.9336	10.0472	38.5331	0.0267	-0.0343	0.0157
Si	5.8008	10.0472	38.5331	-0.0032	-0.1353	0.0068
Si	9.6679	10.0472	38.5331	0.0472	-0.0381	-0.0071
Si	0	2.2327	39.3225	0.0188	-0.0004	0.0246
Si	3.8672	2.2327	39.3225	0.0031	-0.0059	-0.0034
Si	7.7343	2.2327	39.3225	-0.0163	-0.0161	0.0081
Si	1.9336	5.5818	39.3225	-0.0275	0.01	0.032
Si	5.8008	5.5818	39.3225	0.0365	-0.0033	-0.0071
Si	9.6679	5.5818	39.3225	-0.0044	0.0395	-0.0704
Si	0	8.9308	39.3225	-0.0323	0.0194	-0.0045
Si	3.8672	8.9308	39.3225	0.0011	-0.0187	0.0459
Si	7.7343	8.9308	39.3225	0.0018	0.0205	0.0234
Si	1.9336	12.2799	39.3225	-0.0063	-0.0086	-0.0607
Si	5.8008	12.2799	39.3225	-0.0046	0.004	-0.0633
Si	9.6679	12.2799	39.3225	0.0384	0.0004	0.0088
Si	-0.2934	3.2173	26.5205	0.0603	0.0976	0.1265
Si	8.2092	-0.4494	26.1819	-0.0024	-0.0288	0.022
Si	9.0183	-2.0541	29.9519	-0.0565	0.0625	0.0267
Si	-2.0818	4.9057	29.7937	0.0088	0.0277	0.0203
Si	1.0026	2.1058	29.8595	-0.1236	0.1235	0.1582
Si	15.424	8.9197	32.1243	-0.0381	-0.0144	0.0144
Si	1.1001	0.0994	28.6683	-0.0339	-0.1155	-0.132
Si	2.0766	4.9114	29.791	-0.0901	-0.1334	-0.0337
Si	3.9308	5.598	28.4504	0.0344	0.022	0.0167
Si	2.1365	8.6162	25.5183	0.0052	-0.0413	0.0615
Si	5.541	15.421	26.4468	-0.0481	-0.0068	0.0034
Si	13.5669	12.2263	32.3465	0.0294	0.009	0.0206
Si	5.3612	4.2862	29.9678	-0.0963	-0.0604	-0.0596
Si	6.6627	5.8384	25.3146	0.0651	0.0838	-0.0615
Si	9.6772	5.4292	32.1823	0.0076	-0.0019	-0.0095
Si	4.5965	4.8793	26.2483	-0.0043	0.0027	0.0673
Si	3.8965	7.9232	28.1159	0.0366	0.0585	0.0603
Si	6.7916	-1.1211	29.9901	0.061	0.0999	-0.0305
Si	-4.7607	8.2106	27.2772	0.0159	0.0113	0.1328
Si	1.9266	5.5719	32.1018	-0.0072	-0.0213	0.0675
Si	5.7113	15.4056	21.8896	0.0253	-0.0166	-0.0837
Si	0.0285	17.3932	28.811	0.0667	0.0805	0.0131
Si	5.9172	10.8552	26.2042	-0.0418	0.0494	0.0648
Si	10.2626	11.6758	27.9593	0.0651	0.0669	0.0141
Si	0.1377	2.1436	32.1385	0.0292	-0.0543	-0.0586
Si	3.7906	2.2621	32.4009	-0.062	-0.1436	-0.0255
Si	7.7227	2.3279	32.109	-0.0051	-0.0161	0.0287
Si	7.5323	3.1266	29.838	-0.0175	-0.0834	0.0377
Si	5.7339	5.3893	32.1455	-0.02	-0.0337	-0.0203
Si	7.0121	0.9786	28.6934	0.0625	-0.0167	0.008
Si	-0.2731	8.9213	32.1849	0.0125	-0.0033	0.0479
Si	3.5353	9.4807	29.8404	0.0485	-0.0213	-0.1137
Si	7.8083	8.8522	32.3768	-0.0141	0.0085	0.0184
Si	2.2379	12.0153	30.0341	0.0328	-0.0024	-0.0453
Si	5.9463	12.2785	32.2317	0.0102	-0.0124	0.0057
Si	9.6645	12.1961	32.1349	-0.0251	-0.0084	-0.0236
Si	1.9395	1.0414	33.1504	0.033	0.0183	-0.0333
Si	5.8239	1.1494	32.9545	0.0102	0.0287	-0.0129
Si	9.6718	1.1034	32.7982	0.035	0.0059	-0.0159
Si	0.0412	4.3773	32.9613	0.0465	0.0414	-0.0388
Si	3.8	4.4875	33.1391	0.0263	0.0597	-0.0887
Si	7.7158	4.4492	33.0715	-0.0053	-0.0262	-0.0194
Si	1.8065	7.825	32.8327	0.0099	0.0992	-0.0021
Si	5.7641	7.7092	32.8047	-0.0247	0.0008	0.0142
Si	9.6425	7.6432	33.1897	-0.0097	-0.0214	-0.0084
Si	-0.0256	11.1191	33.0117	0.021	0.0196	-0.0011
Si	3.9579	11.1301	32.9988	-0.0137	-0.0309	-0.0109
Si	7.7951	11.1189	33.141	-0.023	-0.0125	-0.0167
Si	1.9304	1.1065	35.4613	-0.0054	-0.0021	0.0032
Si	5.8047	1.1241	35.3468	-0.0052	-0.0034	-0.0097
Si	9.6707	1.1164	35.2729	0.0013	-0.0162	0.0064
Si	0.0045	4.4574	35.3501	0.0159	-0.0093	-0.0043
Si	3.8591	4.4856	35.451	-0.0105	-0.057	0.0592
Si	7.733	4.4731	35.4146	0.004	-0.0044	-0.0084
Si	1.9095	7.8221	35.2851	-0.0325	-0.0028	0.012
Si	5.7971	7.7968	35.2718	0.0353	-0.0084	-0.0294
Si	9.6713	7.7717	35.4863	-0.0107	0.0015	0.0376
Si	-0.0037	11.1636	35.3753	-0.0116	-0.0023	0.0187
Si	3.8854	11.1623	35.3724	0.0208	0.0215	-0.0278
Si	7.7384	11.162	35.4543	-0.0018	0.0115	0.0071
Si	0.0024	-0.0056	5.1618	-0.0155	0.0007	-0.0168
Si	3.8586	-0.006	5.1383	0.0021	0.0062	-0.0008
Si	7.7355	0.0091	5.1768	-0.0241	0.002	-0.001
Si	1.9207	3.3472	5.0646	-0.017	0.007	-0.0052
Si	5.803	3.3578	5.1056	-0.0083	0.0075	-0.0016
Si	9.6679	3.348	5.1265	0.0085	-0.0068	-0.0071
Si	-0.0143	6.7117	5.1019	-0.0253	-0.0151	0.0262
Si	3.8652	6.706	5.0594	-0.0175	-0.0005	0.0108
Si	7.7342	6.7054	5.1285	0.0041	0.007	-0.0045
Si	1.9558	10.0435	5.2055	0.0058	-0.009	-0.0026
Si	5.8066	10.0568	5.0684	-0.0009	0.0084	-0.0117
Si	9.7002	10.0489	5.1958	-0.0222	-0.0086	0.0059
Si	0.0117	0.0019	7.5537	-0.01	-0.0046	-0.0022
Si	3.8363	0.0007	7.5119	-0.0036	-0.0031	-0.0071
Si	7.7291	0.0432	7.5843	-0.0013	0.0032	0.0272
Si	1.8824	3.3621	7.3871	0.0118	-0.0324	-0.0222
Si	5.7862	3.3963	7.4535	0.0069	0.0053	0.0119
Si	9.6532	3.3658	7.4918	-0.0034	0.0046	0.028
Si	-0.0484	6.7427	7.4565	0.0071	0.0222	-0.0536
Si	3.8571	6.7348	7.3784	0.0067	0.0031	-0.0116
Si	7.7183	6.7549	7.4914	0.0023	0.017	0.0048
Si	2.0944	10.0438	7.6431	0.0342	0.017	-0.0199
Si	5.8961	10.0876	7.391	0.0286	0.0082	-0.0234
Si	9.8366	10.0691	7.6253	0.0794	0.0161	-0.0108
Si	-3.9023	2.3367	8.3311	-0.008	0.0102	0.0176
Si	6.6389	-1.5069	14.3989	-0.0163	0.0297	0.0251
Si	3.6657	2.4954	10.4074	0.1091	0.0932	-0.0499
Si	0.9245	4.9356	13.3778	-0.0955	-0.0343	0.007
Si	1.8961	5.6077	8.0495	-0.0036	-0.0089	0.012
Si	9.6213	5.5961	8.2791	0.0067	0.0061	0.0444
Si	0.2074	8.8853	8.4638	-0.0569	-0.0187	0.0332
Si	4.1072	8.8807	8.3132	0.0277	0.013	-0.0057
Si	3.1472	4.1996	13.4151	0.1191	0.049	0.1335
Si	-2.1429	5.6047	10.65	-0.043	-0.0782	-0.0076
Si	5.7714	12.2755	8.2782	-0.0172	0.0022	0.001
Si	10.1297	14.6898	13.5791	-0.0511	-0.0057	0.0325
Si	3.3667	-0.3068	17.1415	-0.0051	0.0201	0.0129
Si	5.748	5.649	8.2076	0.0137	0.0077	-0.0263
Si	10.2634	5.3352	17.6214	-0.0289	-0.0327	-0.004
Si	7.3318	4.9763	11.4562	-0.0868	0.0169	0.1603
Si	8.3768	0.2913	16.0152	0.0066	0.0333	0.0254
Si	7.9276	5.6287	14.4994	0.0907	0.0519	0.0064
Si	-0.1206	4.4886	11.3017	-0.0304	-0.021	0.0098
Si	1.9325	12.283	8.4413	-0.0006	-0.0054	0.0199
Si	7.5891	11.3508	11.4807	-0.0131	0.0284	0.1718
Si	-3.1048	13.7381	18.8796	-0.0009	0.0375	-0.0164
Si	7.701	7.1069	17.0976	0.0075	-0.0093	0.0701
Si	9.5481	7.8425	11.2643	0.0564	0.0195	-0.0911
Si	5.4394	6.0462	10.5186	0.0161	-0.0198	-0.0112
Si	6.8821	2.9393	15.4335	-0.0478	-0.0261	0.0486
Si	13.5896	1.2584	11.5071	-0.0655	-0.0771	0.1057
Si	-4.1265	2.6397	10.6969	0.0418	0.0439	-0.0202
Si	5.1723	8.4947	10.4975	-0.0291	0.0719	0.0304
Si	11.5964	2.2529	8.2908	0.0078	-0.0147	0.0087
Si	2.0288	12.2812	10.8775	-0.0705	0.0137	0.0632
Si	2.9849	1.849	13.6604	0.0049	-0.0252	0.0044
Si	11.3793	3.7568	15.071	0.049	0.0673	-0.0454
Si	-1.9752	11.2661	20.332	-0.0338	0.0692	-0.0398
Si	0.3791	7.953	10.7397	-0.0164	-0.0043	0.0719
Si	9.4437	12.5755	10.7873	-0.0129	-0.0222	-0.0172
O	15.9038	35.1005	21.6055	-0.0124	0.0011	0.0436
O	-35.6909	18.8154	23.2139	0.0015	0.0003	0.0204
O	5.2233	41.182	25.2315	0.0284	0.0117	0.0483
O	8.774	19.3729	17.5697	-0.0052	-0.0019	-0.0006
O	-7.3217	-30.7225	11.5619	0.0797	-0.0667	-0.0691
O	-17.0795	4.5343	19.1699	-0.0118	0.0152	0.0074
O	3.7759	-1.0108	15.7405	-0.0009	0.0095	-0.0133
O	7.2817	20.1376	15.5362	-0.0495	-0.0364	-0.0491
O	1.9379	25.8782	20.4928	-0.0153	-0.0024	0.0184
O	-4.7671	-14.6451	25.871	-0.0022	-0.0005	0.0124
O	12.91	21.6913	16.8345	-0.0057	-0.0006	-0.0012
O	9.4396	6.1739	14.1703	-0.0181	0.0135	-0.033
O	-22.4685	35.1262	26.2979	0.0164	-0.0015	-0.0309
O	13.7485	27.5098	16.8099	-0.0039	0.0043	0.0024
O	17.1426	34.9275	28.2464	-0.0214	0.0903	-0.0584
O	36.8352	23.5453	24.9091	0.0119	-0.0092	-0.0091
O	-10.8215	25.9442	25.3662	0.0149	0.0176	-0.0442
O	-6.097	41.7846	20.32	-0.0269	-0.0215	0.0245
O	13.6906	-3.03	29.7579	0.0237	-0.0115	0.0812
O	8.3433	17.4612	20.616	-0.0143	0.009	0.0163
O	-5.2967	24.3995	22.6278	-0.0574	-0.0108	0.0069
O	-7.0361	13.974	17.8592	-0.0174	-0.028	-0.0131
O	-8.2655	8.4357	26.6235	0.0119	-0.0281	0.0106
O	-5.6094	30.4045	21.7746	-0.022	0.0009	0.0464
Si	0.839	20.6896	13.1123	-0.0064	0.0566	-0.0718
Si	3.8156	29.0774	8.1156	-0.003	-0.0019	0.0163
Si	-6.3153	14.6687	13.3776	0.0298	-0.0317	0.0375
Si	-1.2389	20.3016	22.6724	-0.0189	0.0071	-0.0089
Si	19.205	10.0121	22.5416	0.0278	-0.0261	-0.0063
Si	-1.8379	9.4722	17.6051	-0.0404	0.0216	-0.0145
Si	7.3422	20.2997	22.3623	0.0489	0.001	-0.0427
Si	-8.037	4.8024	11.1932	-0.0636	0.0212	-0.0277
Si	-5.9541	-1.0216	10.6465	0.0095	0.0176	-0.0059
Si	22.2328	-3.1815	14.9002	-0.0147	-0.0577	0.0635
Si	16.4838	11.2987	29.0325	-0.0721	-0.082	0.049
Si	15.0379	-3.7145	21.765	-0.0797	-0.0393	-0.099
Si	16.9175	19.2419	18.5749	0.064	-0.0227	-0.023
Si	-7.3592	31.0608	16.2404	-0.0385	0.0493	-0.0416
Si	-9.8324	9.0364	15.4565	-0.0078	-0.0225	-0.036
Si	-22.31	11.2344	24.3944	-0.03	0.0472	0.0096
Si	-7.5907	-2.3842	14.8899	0.0394	-0.0487	0.003
Si	11.035	12.2068	12.4927	-0.0366	0.0349	0.0355
Si	-0.5811	8.8413	27.1027	-0.0346	0.0033	0.0075
Si	3.9015	24.4887	11.7193	-0.0463	0.0117	0.0632
Si	2.1541	15.4606	15.8786	-0.0621	0.037	-0.0328
Si	13.069	13.9695	25.8177	-0.0175	0.0065	0.1206
Si	-3.2931	16.8409	25.6941	0.0586	-0.0523	-0.0658
Si	-6.0126	14.7233	11.1084	-0.0473	-0.0174	-0.03
Si	-10.5011	8.0932	20.9035	0.0037	-0.0212	-0.0147
Si	9.8705	9.4115	24.528	0.0312	-0.0376	-0.044
Si	3.3156	16.2558	30.1834	0.1589	0.1812	0.1788
Si	-0.0765	15.6423	10.6608	0.0405	-0.0308	0.0048
Si	-13.0815	20.9189	13.4864	0.047	-0.0692	0.0784
Si	-4.0429	-4.2556	10.556	0.0356	-0.0428	-0.0337
Si	3.2165	11.8267	19.7518	0.0182	-0.005	-0.0468
Si	-10.889	25.8226	21.5489	-0.0043	0.05	-0.0276
Si	-11.4914	21.5083	17.9593	0.0422	-0.0459	0.0237
Si	-0.6105	28.6581	22.106	-0.0692	0.0261	-0.0288
Si	5.4049	27.1563	19.2586	0.0549	0.0201	0.0004
Si	-13.5198	25.7161	8.4106	-0.0147	0.0028	0.015
Si	-7.4911	14.0729	24.0735	-0.0258	-0.0185	-0.0536
Si	1.5292	19.2047	10.3167	-0.0011	-0.0278	-0.004
Si	-2.1191	16.6143	19.8124	-0.0199	-0.0265	-0.0093
Si	23.4427	17.795	23.7789	-0.0523	-0.0207	-0.0157
Si	-4.8187	31.3265	20.6729	0.0371	-0.0593	-0.0844
Si	2.854	32.8127	23.8414	-0.0301	-0.0146	-0.0011
Si	-2.2221	1.4495	11.3934	0.0141	0.0632	-0.0416
Si	8.3128	1.4416	23.5631	0.0138	-0.0279	-0.1026
Si	7.8272	9.0271	8.2258	0.0003	-0.0211	-0.0254
Si	3.7326	6.8396	21.1768	0.0072	-0.0224	-0.0722
Si	9.3732	20.6673	29.0556	-0.0331	0.0038	-0.0249
Si	-6.7927	24.3885	23.3525	0.0989	0.0625	0.1332
Si	-2.2161	9.0694	30.6171	0.0114	-0.0621	0.0563
O	-11.8615	7.5081	21.542	-0.007	0.0049	0.0102
O	-37.9488	0.4185	24.8255	0.004	-0.0441	0.063
O	13.2569	18.4426	23.3567	0.0559	0.0194	-0.0001
O	-5.2942	2.4267	13.996	-0.0365	-0.003	-0.0666
O	-13.2276	37.3517	16.3625	-0.0126	-0.0087	-0.0265
O	-16.223	41.4399	22.6274	0.0176	0.0003	0.0307
O	-4.9694	19.4824	21.1565	-0.0054	0.0295	0.0278
O	4.6131	-14.1891	20.0832	-0.0163	-0.0165	0.0376
O	-32.1779	14.3411	24.718	0.0092	0.0174	0.0083
O	0.7665	11.5947	11.7603	0.0433	0.0492	-0.0953
O	-24.3939	24.6337	13.6619	-0.0062	0.0388	-0.0513
O	11.6702	2.8879	23.184	0.0267	0.0067	0.0076
O	-21.3897	9.2538	21.843	0.0329	-0.0165	-0.0019
O	-12.0004	12.9985	28.1947	-0.0278	-0.0734	-0.0276
O	19.1378	11.3144	13.1642	-0.0168	-0.0162	-0.1096
O	-8.089	37.1183	20.2531	0.0002	0.0288	0.035
O	-15.1103	27.2703	27.5326	-0.0234	0.0111	0.0079
O	-7.6322	18.2666	14.7335	-0.0355	-0.0411	-0.0524
O	-3.5687	5.0474	25.7992	-0.0139	0.0222	-0.0128
O	6.8405	6.1545	23.7183	-0.0416	-0.0352	0.1024
O	11.945	13.9941	21.7874	0.0256	-0.0412	0.0096
O	-1.376	-9.2594	18.7078	0.0123	0.0022	-0.0067
O	-30.4215	15.0747	22.7965	-0.0173	0.0008	0.0477
O	-2.2559	40.6604	14.7415	0.0337	-0.004	0.0085
O	-14.0268	-0.5994	20.0063	0.0017	-0.0424	0.0214
O	-12.55	18.0826	16.1861	-0.0207	-0.0017	0.0344
O	13.7408	20.2457	20.8285	0.0167	-0.0168	0.0171
O	-18.9364	12.5318	23.5499	0.0005	-0.0054	0.0016
O	6.9753	-3.645	26.7857	0.0259	-0.0374	-0.0077
O	-24.5054	34.7884	23.862	-0.0022	0.0294	0.0191
O	19.1334	15.0742	16.2227	0.0173	0.0138	-0.0111
O	-14.6079	10.5368	21.3627	-0.0023	-0.0015	0.0101
O	-21.3281	-5.4241	14.2183	0.0169	-0.011	0.041
O	-14.7314	36.7949	23.9388	-0.0038	-0.0024	0.0192
O	0.3733	41.9809	26.0063	0.0514	-0.0986	-0.0293
O	-2.4446	0.0283	17.4184	-0.0039	-0.0029	-0.0525
O	5.6166	10.7061	14.8921	0.0422	0.0341	-0.0392
O	17.972	-6.4105	18.0398	-0.0158	-0.0045	-0.0256
O	-2.6914	6.7389	22.0091	-0.0037	0.009	0.0317
O	12.2281	29.4192	15.9091	0.0442	0.0115	-0.0111
O	13.6684	0.3398	27.3268	-0.0445	-0.008	-0.0747
O	-0.905	2.7422	20.7763	0.0217	0.0042	0.0146
O	-0.3792	10.328	27.7814	-0.0527	0.0101	-0.016
O	24.5107	-1.603	22.9268	0.0045	-0.023	0.0549
O	27.1025	46.1793	22.578	-0.008	0.0158	0.02
O	-0.5584	23.9128	24.3074	-0.003	0.0173	0.0189
O	18.2309	7.3321	25.9448	-0.0219	0.0202	-0.0095
O	-4.1152	-1.0375	15.7033	0.0204	-0.0337	-0.028
O	-30.3408	3.2345	26.3568	-0.0397	-0.0378	-0.0345
O	3.4758	18.7625	25.1754	0.0287	-0.0225	-0.0234
O	18.5145	13.3604	18.8282	-0.0068	-0.0129	0.0114
O	19.9819	2.9813	24.1266	-0.009	0.0553	0.0767
O	-7.2179	6.3749	19.783	-0.0297	0.013	0.0368
O	-8.6974	11.8983	18.1541	-0.0006	-0.0093	0.0115
O	10.7292	7.6424	28.1694	0.0113	-0.0499	-0.0149
O	19.6643	34.3926	28.1291	-0.0228	-0.0001	-0.0312
O	3.2128	9.7747	15.5883	0.0161	0.002	-0.0076
O	-3.2117	-4.814	17.311	0.043	0.0628	-0.0013
O	-3.6464	17.5438	15.1996	-0.0055	-0.014	-0.001
O	4.3122	5.4523	17.3495	-0.009	0.0002	-0.0084
O	-18.3697	-2.1735	27.3716	0.0184	0.0372	-0.0656
O	-11.7873	13.6556	13.2576	-0.0137	-0.0647	0.0068
O	3.7857	25.8421	29.5648	-0.0143	0.0366	0.0426
O	0.6508	-16.6376	15.0685	-0.0248	0.031	-0.0066
O	-16.1811	-24.0962	26.3382	-0.029	0.0139	-0.0238
O	-6.5097	10.3718	24.8683	0.0332	0.021	-0.0144
O	3.5578	24.6654	13.3357	0.0204	0.0078	-0.0456
O	-11.867	19.9008	18.019	0.0224	0.0278	0.0237
O	9.9303	8.7778	14.5394	0.0128	0.0387	0.0251
O	-0.4955	11.4556	21.012	-0.005	-0.0146	0.01
O	17.1685	1.2518	27.888	-0.0114	-0.0268	0.0308
O	-1.8664	9.0202	26.1048	0.0021	0.0063	-0.0066
O	-14.4786	15.3085	19.2083	0.0041	-0.0089	0.0041
O	-16.0591	-7.9584	13.0762	0.0028	-0.0492	-0.146
O	-8.534	16.6076	16.6272	-0.012	-0.044	-0.0126
O	5.7898	-0.2014	13.9112	-0.0615	0.0143	-0.0452
O	-5.9353	16.888	16.34	0.0155	-0.0073	-0.0138
O	-13.7653	11.9273	26.5448	0.0044	-0.0123	0.0204
O	-1.9362	16.444	26.4981	-0.0891	-0.0216	-0.0364
O	18.634	8.4996	22.311	-0.019	-0.0121	0.0106
O	-12.8065	29.6018	14.1359	0.0096	-0.0407	-0.0136
O	9.6189	23.7544	18.9796	0.018	-0.0299	-0.0113
O	2.3572	7.5406	24.2847	0.0145	0.0066	0.0093
O	9.6093	14.5908	22.6356	-0.0064	0.004	0.0478
O	-11.465	17.7412	25.4116	-0.0071	0.0135	-0.0331
O	0.7384	8.6109	19.3979	-0.0205	0.0047	-0.0434

Results
free energy: -215753.191 eV
free energy less fixed offsets of O -568.88, Si -635.61 eV per atom: 5.619 eV

The program warned: the cutoff lies below the one the program advises for these potential files; the exchange-correlation potential is rough where the density is thin.
